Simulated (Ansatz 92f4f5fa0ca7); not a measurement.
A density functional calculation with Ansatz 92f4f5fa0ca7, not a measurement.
Periodic cell of 237 atoms, Si146O90P1, from a study of silicon, its oxide and their interface. The atomic structure is a simulated model.
Doubt: the cutoff is low for norm-conserving oxygen, so forces and energies are approximate.
Doubt: the program's own warning below bears on the result.

Settings: functional HSE06; potential files SPMS norm-conserving; basis plane waves; wave-function cutoff 800 eV; density cutoff ratio 4; exchange-correlation grid ratio 1; k mesh 1 x 1 x 1, Gamma-centred; occupations fixed; spin none; net charge +1 e, with a uniform compensating background and no finite-size correction.

Cell vectors (angstrom)
a, 11.6015, 0, 0
b, 0, 10.938, 0
c, 0, 0, 32.0622

Atoms: element, x, y, z (angstrom)
Si, -0.1817, -0.0554, 23.2516
Si, 3.6733, 0.2094, 23.0768
Si, 7.5533, -0.1418, 23.4513
Si, 1.7017, 1.392, 23.4166
Si, 5.7421, 1.4035, 23.1601
Si, 9.4473, 1.2211, 23.3509
Si, 0.1519, 5.2982, 23.453
Si, 4.1241, 5.3061, 23.4118
Si, 8.0428, 5.5871, 23.5901
Si, 2.1508, 6.6033, 23.3418
P, 5.9814, 6.7431, 23.5704
Si, 10.0103, 6.8877, 23.5968
Si, 1.9163, 2.673, 25.3825
Si, 5.8452, 2.6286, 25.2397
Si, 9.643, 2.6782, 25.2521
Si, 11.605, 4.0093, 25.3897
Si, 3.9249, 3.9666, 25.3371
Si, 7.7411, 4.0699, 25.3746
Si, 1.9729, 8.1516, 25.1757
Si, 5.7827, 8.1784, 25.3819
Si, 9.7244, 8.2635, 25.4437
Si, 11.6459, 9.5745, 25.2465
Si, 3.8628, 9.5859, 25.0335
Si, 7.71, 9.5248, 25.4117
Si, 11.6581, -0.0086, 27.2001
Si, 3.9175, -0.0666, 27.1074
Si, 7.7641, -0.0266, 27.3062
Si, 2.0021, 1.3105, 27.2774
Si, 5.8386, 1.3145, 27.2026
Si, 9.6984, 1.3302, 27.2059
Si, 11.5992, 5.4693, 27.2406
Si, 3.8494, 5.419, 27.2236
Si, 7.732, 5.4585, 27.2831
Si, 1.9428, 6.8242, 27.1617
Si, 5.771, 6.7763, 27.2791
Si, 9.6674, 6.8217, 27.304
Si, 1.9548, 2.7135, 29.1869
Si, 5.8037, 2.7183, 29.1266
Si, 9.6868, 2.7214, 29.1432
Si, 0.0215, 4.0894, 29.1609
Si, 3.8726, 4.0854, 29.1769
Si, 7.7427, 4.0804, 29.1953
Si, 1.9471, 8.1874, 29.1124
Si, 5.8035, 8.1895, 29.1817
Si, 9.6829, 8.1944, 29.2243
Si, 0.0157, 9.5606, 29.1451
Si, 3.8796, 9.5569, 29.1035
Si, 7.7449, 9.5441, 29.2203
Si, 0.0087, -0.0007, 31.0919
Si, 3.8674, 0.0047, 31.0592
Si, 7.736, 0.0095, 31.1215
Si, 1.9364, 1.3685, 31.123
Si, 5.8015, 1.3685, 31.0672
Si, 9.6754, 1.3627, 31.0915
Si, 0.0182, 5.4642, 31.0931
Si, 3.8752, 5.476, 31.1018
Si, 7.749, 5.4664, 31.127
Si, 1.9441, 6.8416, 31.0677
Si, 5.8114, 6.8286, 31.1126
Si, 9.6878, 6.8263, 31.1492
Si, 1.9367, 2.7534, 0.9913
Si, 5.8009, 2.7523, 0.929
Si, 9.6721, 2.7375, 0.9685
Si, -0.0059, 4.1097, 0.9633
Si, 3.8701, 4.1191, 0.9802
Si, 7.7447, 4.1113, 1.0017
Si, 1.9353, 8.2182, 0.9419
Si, 5.8017, 8.23, 0.9615
Si, 9.6742, 8.2235, 1.0103
Si, 0.0037, 9.5922, 0.9835
Si, 3.8645, 9.5922, 0.9553
Si, 7.7422, 9.5814, 0.9894
Si, 11.6141, 0.0398, 2.9224
Si, 3.8601, 0.0272, 2.9108
Si, 7.7444, 0.0279, 2.906
Si, 1.9391, 1.4062, 2.9321
Si, 5.815, 1.3712, 2.8355
Si, 9.665, 1.3902, 2.9206
Si, 11.5697, 5.51, 2.8689
Si, 3.881, 5.503, 2.9126
Si, 7.741, 5.5199, 2.9246
Si, 1.918, 6.8288, 2.8575
Si, 5.8128, 6.8666, 2.8848
Si, 9.6642, 6.9061, 2.9771
Si, 1.9144, 2.8403, 4.8266
Si, 5.8376, 2.7299, 4.7466
Si, 9.5987, 2.8046, 4.8302
Si, 11.5425, 4.14, 4.7773
Si, 3.9205, 4.1045, 4.8254
Si, 7.7169, 4.2124, 4.8896
Si, 1.8911, 8.1552, 4.7996
Si, 5.8113, 8.2664, 4.7842
Si, 9.6645, 8.3307, 4.9152
Si, 11.6365, 9.6603, 4.8885
Si, 3.8212, 9.493, 4.786
Si, 7.7237, 9.6836, 4.8913
Si, 11.5953, 0.24, 6.7795
Si, 3.7509, -0.0469, 6.6558
Si, 7.7111, 0.0619, 6.9147
Si, 2.048, 1.512, 6.7641
Si, 5.711, 1.2807, 6.626
Si, 9.6426, 1.5263, 6.827
Si, 11.5262, 5.5052, 6.6954
Si, 3.9833, 5.4403, 6.7933
Si, 7.7393, 5.6802, 6.8366
Si, 1.9753, 6.648, 6.6521
Si, 5.8126, 6.9839, 6.7462
Si, 9.7569, 7.0472, 6.9186
O, 9.9995, 7.9757, 8.3058
O, 7.6598, 9.9399, 8.2227
O, 7.4019, 4.7493, 8.175
O, 3.3592, 10.3502, 8.2006
O, 2.024, 7.5578, 8.0253
O, 4.0035, 4.5943, 8.2472
O, 9.769, 2.4604, 8.2084
O, 2.6183, 2.3469, 8.1205
O, 11.3882, 4.5733, 8.059
O, 5.363, 2.3823, 7.8129
O, 5.8087, 7.9967, 8.076
O, 11.2996, 10.3216, 8.1538
O, 11.2941, 10.0838, 21.7801
O, 3.2025, 10.7435, 21.5048
O, 5.805, 7.643, 22.2273
O, 4.3554, 4.5521, 21.9533
O, 7.6632, 9.6157, 22.2412
O, 10.3018, 7.69, 22.185
O, 1.6689, 2.456, 22.1398
O, 5.9471, 2.4434, 21.8575
O, 8.3129, 4.7361, 22.2136
O, -0.1111, 4.423, 22.0464
O, 2.3388, 7.353, 21.8871
O, 9.1096, 1.8871, 21.8667
Si, 1.9103, 7.7913, 9.6101
Si, 5.0674, 0.5793, 17.6786
Si, 2.4787, 5.414, 14.019
Si, 10.5325, 3.8809, 14.0223
Si, 8.27, 2.3795, 15.2522
Si, 9.5865, 2.2263, 20.3473
Si, 10.5085, 3.6519, 9.0672
Si, 0.0293, 2.3247, 11.5584
Si, 11.0248, 8.1451, 15.4036
Si, 5.1603, 6.9261, 14.0024
Si, 5.7582, 2.6233, 11.1193
Si, 8.5714, 7.6727, 19.3892
Si, 8.1436, 4.8495, 20.5911
Si, 5.931, 9.5828, 15.1892
Si, 2.0788, 7.6209, 20.301
Si, 1.8912, 4.8828, 18.7602
Si, 4.4596, 3.4283, 18.006
Si, 8.5065, 8.9384, 16.819
Si, 0.8305, 9.4913, 13.3042
Si, 9.9101, 10.659, 11.7273
Si, 5.3823, 3.7098, 20.9707
Si, 0.5578, 5.5127, 16.2471
Si, 10.7796, 9.1572, 9.1532
Si, 6.5661, 8.8283, 21.3339
Si, 7.1076, 7.1205, 11.4939
Si, 2.6707, 0.7414, 12.216
Si, 10.8715, 8.6884, 21.0303
Si, 6.0187, 4.3171, 15.6423
Si, 7.0764, 0.4852, 12.9732
Si, 4.0631, 2.9876, 8.5949
Si, 0.8713, 6.7563, 11.9018
Si, 6.5597, 9.0594, 9.0746
Si, 0.6757, 3.2823, 21.1545
Si, 9.7844, 6.5421, 12.8953
Si, 7.7239, 4.5458, 9.7589
Si, 3.9645, 10.0526, 20.22
Si, 4.2568, 3.0395, 13.5229
Si, 3.8447, 10.0188, 9.7319
Si, 8.075, 0.7887, 18.0215
O, 11.4867, 3.2621, 12.8721
O, 9.3495, 4.4787, 9.8811
O, 8.9275, 3.6341, 19.8845
O, 4.1146, -0.0851, 18.8278
O, 11.2848, 4.5385, 15.3018
O, 9.85, 9.7977, 10.3323
O, 3.7719, 1.5332, 13.1303
O, 0.6517, 9.069, 14.8718
O, 6.4959, 1.0183, 18.3712
O, 4.6852, 3.1727, 19.6162
O, 6.2544, 1.1853, 11.7409
O, 0.5455, 8.6485, 9.8699
O, 5.6115, 4.3089, 17.2392
O, 8.4341, 7.2483, 12.4015
O, 4.4147, 2.6425, 10.1555
O, 2.0505, 5.6135, 15.5795
O, 3.3595, 0.0718, 10.9082
O, 5.8773, 7.2089, 12.5592
O, 2.2947, 6.3494, 19.3338
O, 0.6075, 4.9248, 17.7679
O, 8.4164, 10.7003, 12.381
O, 5.4641, 10.0926, 9.6842
O, 0.5513, 8.1519, 20.1887
O, 9.738, 2.6125, 14.6357
O, 2.0018, 10.6007, 13.2285
O, 9.9644, 9.1149, 16.1472
O, 6.1357, 10.336, 13.7545
O, 7.4255, 1.5763, 14.1293
O, 1.62, 3.9526, 20.0487
O, 5.9013, 5.7839, 14.9312
O, 7.3643, 8.9603, 15.6775
O, 1.5074, 1.6861, 11.6175
O, 7.1705, 8.2974, 10.3695
O, 4.3058, 1.9656, 17.2913
O, 7.0418, 3.1716, 10.2874
O, 11.5458, 7.0085, 16.4364
O, 8.2614, 10.1379, 17.8623
O, 3.267, 8.5396, 10.0992
O, 7.5647, 3.8184, 15.5496
O, 3.0906, 4.2675, 17.8775
O, 2.8944, 3.8922, 13.6732
O, 1.339, 8.2145, 12.4482
O, 1.1944, 5.6928, 13.0741
O, 4.9881, 8.2934, 14.8841
O, 11.2142, 2.3115, 20.3867
O, 10.9784, 9.9982, 12.763
O, 5.2993, 3.5777, 12.3727
O, 5.0591, 3.1988, 14.9283
O, 6.5268, 4.7471, 20.4195
O, 8.4491, 1.5534, 16.6444
O, 10.4099, 1.2464, 11.4555
O, 10.8644, 6.6435, 11.6693
O, 3.1908, 8.6935, 19.8211
O, 1.7049, 6.4468, 10.5259
O, 7.1391, 8.1323, 20.0107
O, 8.4706, 7.5945, 17.7664
O, 3.6651, 6.4337, 13.6365
O, 9.538, 4.9914, 13.3426
O, 5.4526, 9.8749, 20.8585
O, 10.3061, 7.3914, 14.1665
O, 8.8237, 6.1793, 19.9768
O, 7.0877, 5.7192, 10.6748
O, 5.2962, 10.5452, 16.374
O, 9.0617, 1.1558, 19.2605
O, 11.5828, 3.1533, 10.1644
O, 9.6963, 8.7427, 19.9057

Results
free energy: -57046.178 eV
free energy less fixed offsets of O -447.96, P -185.95, Si -113.29 eV per atom: -3.488 eV
gap between the highest filled and lowest empty level on this k mesh: 1.157 eV

The program warned: the cutoff lies below the one the program advises for these potential files; the model core charge is not resolved on the grid; the forces do not sum to zero within the program's tolerance; the exchange-correlation potential is rough where the density is thin.
